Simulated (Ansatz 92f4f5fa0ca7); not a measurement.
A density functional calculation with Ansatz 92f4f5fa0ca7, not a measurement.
Periodic cell of 223 atoms, Si133O90, from a study of silicon, its oxide and their interface. The atomic structure is a simulated model.
Doubt: the cutoff is far below the 930 eV that the study's wrapper takes by default for these files, so forces and energies are approximate.
This geometry differs little from another in the collection (a relaxation step or a small displacement).

Settings
functional: PBE
potential files: Ansatz PAW
basis: plane waves
wave-function cutoff: 580 eV
density cutoff ratio: 5
exchange-correlation grid ratio: 1
k mesh: 1 x 1 x 1, Gamma-centred
self-consistency stop: 5e-08 eV per atom in the density residual
occupations: fixed
spin: none
net charge: 0

Cell vectors (angstrom)
a 10.938 0 0
b 0 10.938 0
c 0 0 32.1988

Atoms: element, x, y, z (angstrom)
Si 10.5883 0.2259 24.86
Si 5.7359 10.6806 24.7345
Si 2.4796 2.9156 24.6369
Si 8.4241 2.4677 24.8163
Si 0.273 5.1688 24.7471
Si 5.1536 5.7497 24.685
Si 2.9322 8.0089 24.5896
Si 7.9393 8.4356 24.73
Si 1.33 1.3836 26.0342
Si 6.8435 1.313 26.1103
Si 4.0438 4.1072 25.9832
Si 9.604 4.0642 26.0783
Si 1.3957 6.83 25.9919
Si 6.7674 6.8522 26.0237
Si 4.0986 9.5376 25.9914
Si 9.4657 9.5707 26.1413
Si 2.727 -0.0076 27.3443
Si 8.1596 -0.0158 27.5476
Si 0.0077 2.7215 27.4834
Si 5.441 2.7463 27.3583
Si 2.7259 5.4696 27.422
Si 8.1849 5.472 27.3546
Si -0.0056 8.1841 27.3675
Si 5.4357 8.2008 27.4436
Si 4.0831 1.3686 28.7428
Si 9.5722 1.3592 28.8312
Si 1.3629 4.1133 28.8027
Si 6.8285 4.0996 28.7454
Si 4.0911 6.8222 28.7958
Si 9.56 6.8267 28.7507
Si 1.3681 9.5611 28.7418
Si 6.7884 9.5522 28.8405
Si 0.0153 -0.0174 30.1503
Si 5.4412 0.0194 30.1572
Si 2.7344 2.7357 30.143
Si 8.1934 2.7437 30.1483
Si -0.0108 5.4769 30.1486
Si 5.4743 5.462 30.1435
Si 2.7268 8.2052 30.1415
Si 8.206 8.1924 30.1497
Si 1.3673 1.3673 31.515
Si 6.8362 1.3673 31.515
Si 4.1018 4.1018 31.515
Si 9.5708 4.1018 31.515
Si 1.3673 6.8362 31.515
Si 6.8362 6.8362 31.515
Si 4.1018 9.5708 31.515
Si 9.5708 9.5708 31.515
Si 2.7345 0 0.6835
Si 8.2035 0 0.6835
Si 0 2.7345 0.6835
Si 5.469 2.7345 0.6835
Si 2.7345 5.469 0.6835
Si 8.2035 5.469 0.6835
Si 0 8.2035 0.6835
Si 5.469 8.2035 0.6835
Si 4.1217 1.3611 2.0536
Si 9.5671 1.3566 2.054
Si 1.368 4.1206 2.0382
Si 6.8475 4.0865 2.0573
Si 4.1043 6.8296 2.0552
Si 9.5788 6.8365 2.05
Si 1.38 9.5515 2.0506
Si 6.8281 9.591 2.0511
Si -0.0029 -0.0298 3.3925
Si 5.4855 0.0127 3.4674
Si 2.772 2.7774 3.3706
Si 8.1926 2.7024 3.4462
Si 0.0165 5.4794 3.4322
Si 5.4841 5.4662 3.4087
Si 2.7648 8.2101 3.4444
Si 8.2073 8.2232 3.3834
Si 1.3902 1.391 4.6299
Si 6.8451 1.35 4.9063
Si 4.1553 4.0885 4.8
Si 9.5754 4.0841 4.7637
Si 1.4131 6.8337 4.8177
Si 6.8251 6.8878 4.7288
Si 4.1345 9.5785 4.8492
Si 9.5551 9.5524 4.7865
Si 2.7446 0.1137 6.0585
Si 8.2045 -0.0599 6.265
Si 0.0274 2.6724 6.0408
Si 5.4757 2.7266 6.2907
Si 2.8129 5.4789 6.1793
Si 8.1729 5.4812 6.0414
Si 0.0111 8.1881 6.1536
Si 5.5288 8.2219 6.231
Si 3.8363 1.5728 7.601
Si 9.8373 1.1439 7.4506
Si 1.6267 3.799 7.3095
Si 6.6504 4.4192 7.4807
Si 4.4047 6.635 7.5445
Si 9.3645 6.9496 7.4055
Si 1.1394 9.9218 7.2937
Si 7.1577 9.2289 7.6683
O 8.3148 8.0938 7.9152
O 2.7205 2.7406 7.9499
O 9.5235 1.3537 24.2656
O 4.0519 6.8674 24.1202
O 0.0242 0.026 7.9558
O 5.5219 5.5089 8.0328
O 6.8472 9.5681 24.1964
O 1.3664 4.0575 24.1655
O 3.861 7.3903 8.9323
O 0.8109 4.3734 8.6027
O 9.8126 6.1742 8.7993
O 2.1112 9.3881 8.5021
O 7.5058 3.9284 8.8046
O 4.2673 0.9269 9.0702
O 6.7308 9.5588 9.2237
O 9.2088 1.8605 8.7971
O 7.7112 3.149 23.5056
O 10.4977 5.8408 23.4346
O 5.0905 0.4332 23.3936
O 5.8626 5.0902 23.3554
O 3.1024 2.205 23.2718
O 2.2953 8.7205 23.2205
O 8.618 7.7514 23.3914
O 0.2348 10.3422 23.5816
Si 4.3878 1.57 22.4648
Si 3.4897 7.9305 14.0283
Si 7.1176 0.9584 14.6627
Si 0.9429 9.3562 22.5175
Si 1.1799 4.3086 11.8785
Si 6.2663 8.9644 15.315
Si 0.6776 1.3674 12.2934
Si 8.6242 4.9531 20.5071
Si 0.3261 5.7131 9.3596
Si 5.1016 3.1234 17.9391
Si 0.8842 3.7456 16.7435
Si 10.4021 2.8483 19.2262
Si 5.2801 1.1832 10.3484
Si 0.8852 0.1769 19.8428
Si 6.6446 9.4613 10.8619
Si 9.3379 9.6781 18.321
Si 9.3904 9.247 12.5668
Si 6.5698 3.8449 22.5799
Si 2.4398 8.0707 9.3774
Si 10.5894 7.3684 17.0737
Si 2.5109 6.2921 16.5761
Si 10.1765 4.4905 14.1864
Si 6.1377 9.1858 18.5114
Si 7.9684 2.5739 9.5781
Si 8.8795 2.1446 12.4499
Si 5.3382 6.2457 18.0636
Si 3.9216 0.5581 19.4638
Si 4.2772 3.8398 12.0484
Si 5.543 6.6027 12.1349
Si 8.0131 2.5054 17.2154
Si 4.3593 2.4807 14.9642
Si 1.5391 1.2128 15.2548
Si 1.5709 9.4133 12.0419
Si 8.0511 6.8517 13.8627
Si 10.3801 9.8368 15.4835
Si 9.8061 7.0134 22.5482
Si 8.1084 5.4853 17.4044
O 6.0465 7.9602 11.2885
O 6.0194 9.2053 16.8936
O 7.6793 1.364 13.1925
O 0.8952 1.7473 13.8634
O 9.4267 6.2574 16.8762
O 6.7607 6.2026 13.1331
O 5.1316 4.6609 18.6064
O 9.2294 2.1599 18.2707
O 2.3659 0.0989 19.074
O 9.4085 10.2316 16.7609
O 2.7881 4.4343 11.7096
O 5.0647 10.3233 19.1017
O 9.4252 3.2396 13.4943
O 0.4558 1.7656 19.9559
O 3.1533 1.362 15.062
O 8.1665 5.3771 19.0176
O 3.8918 6.5993 17.3895
O 4.5761 3.2831 16.3835
O 9.063 5.6672 14.3088
O 5.4484 2.7593 22.1312
O 10.6735 4.149 15.6837
O 0.3426 3.8685 18.2792
O 10.4247 10.5171 19.2125
O 9.6424 10.0262 14.0251
O 10.9027 8.1245 22.0887
O 1.1913 2.1621 16.5269
O 9.7316 3.7516 20.4137
O 8.1325 4.0336 16.6762
O -0.0413 9.1036 11.904
O 6.5857 2.4186 18.0049
O 5.5805 10.7173 11.1946
O 7.7488 9.5928 18.8403
O 10.0284 1.0238 12.0589
O 1.3137 6.9573 9.0623
O 0.6242 4.7645 13.3488
O 5.7055 7.6238 18.9787
O 5.2356 5.0865 11.5175
O 2.714 6.9862 15.1152
O 0.9104 2.7441 11.4631
O 0.8598 10.6858 15.5461
O 2.4056 8.5843 10.9132
O 4.6974 2.4316 11.2719
O 4.2521 3.5108 13.6784
O 2.2012 4.6829 16.4844
O 10.7049 8.2498 15.6944
O 6.9282 10.291 14.666
O 2.3422 8.9546 13.4246
O 8.0321 1.5225 15.9059
O 4.1278 6.9961 12.8544
O 4.1778 2.0114 18.7212
O 7.2873 4.4197 21.253
O 8.4113 2.9283 11.1028
O 1.1785 6.8635 17.3565
O 5.6525 1.5743 14.7571
O 8.1298 9.7572 11.5866
O 9.2025 6.2888 21.2302
O 8.9595 7.7157 12.8516
O 1.6525 0.1198 11.8768
O 6.6432 6.1493 17.0593
O 7.397 7.8017 15.036
O 1.2137 10.2934 21.2188
O 10.0316 8.2003 18.3527
O 3.9469 0.8511 21.0768
O 0.3378 5.335 10.9285
O 6.6979 1.572 9.6412
O 4.7775 8.7064 14.6804

Results
free energy: -135736.120 eV
free energy less fixed offsets of O -568.88, Si -635.61 eV per atom: -0.790 eV

Forces (eV/angstrom), in the order of the atoms: element, x, y, z
Si -0.0029 0.0125 -0.0073
Si -0.0047 -0.0097 0.0181
Si -0.0128 0.0046 0.0013
Si 0.0084 -0.0004 0.0203
Si -0.0013 -0.0061 0.0205
Si -0.0003 0.012 0.0071
Si 0.0082 0.0068 0.01
Si -0.0139 0.0034 -0.0031
Si -0.0103 -0.0003 0.0048
Si 0.0066 -0.0034 -0.0102
Si -0.0015 0.0049 -0.0025
Si 0.0101 -0.0115 -0.0059
Si 0.0042 -0.0106 -0.0079
Si -0.0072 0.0031 0.0015
Si 0.0112 -0.0063 -0.0043
Si 0.0047 0.0044 -0.0011
Si 0.0069 -0.0021 0.0349
Si 0.0057 0.014 -0.0728
Si -0.0125 -0.0026 -0.0721
Si -0.0004 0.002 0.0345
Si -0.0086 -0.0039 -0.0352
Si -0.0001 0.0031 0.032
Si 0.0037 -0.0001 0.0334
Si 0.0108 0.0183 -0.0496
Si -0.012 0.0028 -0.0283
Si 0.0153 -0.0026 0.0671
Si 0.0148 0.0222 0.0499
Si -0.007 0.0068 -0.0325
Si 0.0023 -0.0107 0.0387
Si -0.0058 -0.0055 -0.0257
Si 0.0025 0.0033 -0.0317
Si -0.0424 -0.0255 0.072
Si -0.0061 0.001 0.0015
Si 0.0094 -0.0124 -0.0134
Si 0.0079 -0.0084 -0.002
Si -0.0031 0.0038 -0.0042
Si -0.0029 -0.0041 -0.0113
Si 0.0017 -0.0022 -0.0002
Si -0.006 0.0015 -0.0041
Si 0.003 0.0026 -0.0044
Si 0.0616 -0.0288 -0.0157
Si -0.0421 0.0935 -0.0274
Si 0.0496 -0.0596 -0.0219
Si -0.0713 0.0628 -0.0163
Si -0.062 0.075 -0.0599
Si 0.043 -0.0838 0.0182
Si -0.162 0.0179 -0.0039
Si 0.0357 -0.0688 -0.0023
Si 0.042 -0.0361 0.116
Si -0.0491 0.0463 -0.0772
Si -0.0538 -0.0192 0.07
Si 0.0953 -0.0369 0.0186
Si -0.0264 0.1437 -0.1153
Si 0.0608 -0.0897 0.1008
Si 0.0826 -0.0957 -0.0116
Si -0.0098 0.0378 0.0636
Si -0.0161 -0.0031 0.0162
Si -0.0016 0.0141 -0.0094
Si 0.0103 -0.0118 0.0092
Si 0.0006 0.0176 0.0056
Si -0.0036 0.0053 -0.0095
Si -0.0076 -0.0045 0.0166
Si -0.0084 0.0155 0.008
Si 0.0061 -0.0082 0.0018
Si -0.044 -0.0502 -0.0547
Si 0.0306 -0.0004 0.0338
Si 0.034 0.078 -0.076
Si -0.0173 -0.0479 0.0304
Si 0.0292 0.0047 0.0162
Si -0.0157 -0.0076 -0.0304
Si 0.0288 -0.0037 0.0352
Si -0.007 0.0294 -0.0537
Si 0.0089 -0.0083 0.076
Si -0.0018 0.0134 -0.0356
Si -0.01 -0.0265 0.0479
Si -0.0004 0.0164 -0.02
Si -0.017 -0.0067 -0.0099
Si 0.0073 -0.0087 0.0301
Si -0.0141 -0.0072 -0.0505
Si 0.0173 0.0055 0.0521
Si -0.0116 -0.0096 0.0198
Si 0.008 -0.0022 -0.0097
Si -0.0039 0.0013 0.001
Si 0.0017 0.0195 -0.0044
Si 0.003 -0.0068 -0.0142
Si -0.0081 0.0047 0.0131
Si -0.0006 0.0134 -0.0063
Si -0.0034 -0.0033 0.0096
Si 0.0126 0.0197 -0.0057
Si -0.0127 -0.0349 0.0079
Si 0.0408 0.0147 0.0081
Si -0.0186 -0.0316 -0.0212
Si -0.0045 -0.0207 0.0012
Si 0.0164 0.0154 -0.0123
Si -0.0067 -0.0208 -0.0191
Si 0.0265 0.0091 0.0027
O -0.014 -0.0058 0.0019
O -0.0314 0.0066 0.0029
O 0.0014 -0.0066 -0.0061
O 0.0013 -0.0073 -0.0032
O 0.0015 0.02 0.0025
O 0.0006 0.0203 0.0027
O 0.007 -0.0003 -0.0067
O 0.0074 0.0012 -0.0079
O 0.0018 0.0026 -0.0056
O 0.0004 -0.0096 -0.0119
O 0.0009 -0.0058 0.0027
O 0.0047 -0.0005 0.0045
O 0.0094 0.0003 0.0088
O 0.0004 -0.0055 -0.0003
O -0.0055 -0.0014 -0.004
O 0.0051 0.0024 -0.0095
O -0.002 0.0027 -0.0011
O -0.0003 0.0032 -0.0028
O -0.0022 0.0048 -0.0059
O -0.0011 -0.0022 -0.0012
O 0.0019 0.0019 0.0041
O -0.0034 -0.0003 -0.0026
O 0.0004 -0.0008 0.0039
O -0.0014 -0.0022 0.0073
Si 0.0053 -0.0042 0.0004
Si -0.0003 -0.0001 -0.001
Si -0.0001 0.0009 -0.0011
Si 0.0002 -0.0001 0.0018
Si -0.0001 0.0008 0.0017
Si -0.0004 0.0004 -0.0011
Si 0.0005 -0.0005 0.0023
Si 0.0003 0.0016 -0.0004
Si -0.0056 0.0082 0.0077
Si 0.0001 -0.0004 -0.0011
Si -0.0002 0 -0.0012
Si -0.0003 0.0001 -0.0007
Si -0.0032 0.0017 -0.0004
Si 0.0005 -0.0014 -0.0003
Si -0.0008 0.0017 0.0038
Si 0.0015 0.001 -0.0001
Si 0.0008 -0.0004 0
Si 0.0022 -0.0024 0.0012
Si -0.0041 0.0062 0.004
Si 0.0003 0 -0.001
Si -0.0005 0.0006 -0.0016
Si 0 0.0003 -0.0008
Si -0.0005 0.001 -0.0018
Si -0.0072 0.0088 0.0033
Si -0.0004 0.0019 0.0006
Si 0.0001 -0.0003 -0.0012
Si -0.0009 0.0014 -0.0002
Si 0.0022 0.0001 0
Si -0.0001 -0.0009 0.0023
Si 0.0002 0.0007 -0.0006
Si 0.0007 0.001 -0.0021
Si 0.0004 0.0004 -0.0005
Si 0.0008 -0.0002 0.0009
Si -0.0001 -0.0001 -0.0013
Si 0.0006 0.0005 -0.0011
Si -0.0001 0.0004 -0.0001
Si 0.0007 0 -0.001
O 0.0004 -0.0007 -0.0017
O -0.0003 0.0003 -0.0001
O 0.0005 0.0002 -0.0002
O 0.0005 0.0001 -0.0004
O 0.0002 0.0006 0.0005
O 0.0003 0.0014 -0.0009
O -0.0001 0.0004 -0.0001
O -0.0001 -0.0002 -0.0003
O 0.0008 0.0005 -0.0009
O -0.0001 0.0002 0.0002
O -0.002 0.0002 -0.0012
O 0.001 -0.0007 -0.0004
O -0.0002 0.0004 -0.0005
O 0.0002 0.0003 0.0004
O 0.0003 0.0006 0
O -0.0009 0.0004 -0.0008
O 0.0005 0.0002 -0.0004
O 0.0001 0.0002 0.0003
O 0.0002 0.0004 0
O -0.0011 0.0012 0.0016
O 0.0005 0 -0.0001
O 0.0002 0.0005 -0.0004
O -0.0011 0.0001 -0.0011
O -0.0002 0.0008 0.0008
O -0.0002 0.0013 0.0019
O -0.0004 0.0004 0
O 0.0001 0.0004 -0.0001
O -0.0004 0.0007 -0.0001
O 0.0001 0.0009 -0.0015
O -0.0005 0.0003 -0.0001
O 0.0007 -0.0014 -0.0009
O -0.0001 0.0003 0.0002
O 0.0009 0.0003 -0.0015
O 0.0003 -0.0031 -0.0025
O 0.0004 0.0007 -0.0011
O 0 0.0008 0.0003
O 0.0004 0.0013 -0.0014
O 0.0001 -0.0002 0.0006
O 0.0003 0 -0.0026
O -0.0003 -0.0001 0.0003
O 0.0008 -0.001 -0.0016
O -0.0001 0 -0.0008
O -0.0006 -0.0001 0.0003
O 0.0001 -0.0001 -0.0007
O -0.0004 0.0006 0.0003
O 0.0004 0 0.0002
O 0.0002 0.0007 -0.0002
O 0.0005 0.0004 0.0002
O 0.0004 0.0009 -0.0003
O 0.0002 0.0008 -0.0006
O 0.0008 0.0004 -0.0019
O 0.0019 -0.0011 -0.0003
O -0.0001 0.0008 0.0001
O -0.0005 0.0001 0.0001
O 0.0001 -0.0003 -0.0022
O -0.0007 0.001 -0.001
O 0.0003 0.0009 -0.0009
O -0.0007 0.0017 -0.0018
O 0.0005 0.0004 -0.0006
O 0.0001 0.0006 0.0003
O -0.0012 0.0015 -0.0025
O 0.0001 0.0007 0.0001
O -0.0001 -0.0008 -0.0015
O 0.0007 -0.001 -0.0023
O 0.0023 -0.0012 -0.0021
O 0.001 0.001 0

The program warned: the cutoff lies below the one the program advises for these potential files; the exchange-correlation potential is rough where the density is thin.
